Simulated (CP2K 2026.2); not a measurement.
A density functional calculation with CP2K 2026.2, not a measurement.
Periodic cell of 510 atoms, Si360O150, from a study of silicon, its oxide and their interface. The atomic structure is a simulated model.
Doubt: the forces sum to 1.80 eV/angstrom along one axis rather than to zero, so they err by at least 0.0035 eV/angstrom per atom on average; the grid cutoff is modest.

Settings: functional PBE; method Gaussian and plane waves; basis set DZVP-MOLOPT-SR-GTH; pseudopotentials GTH-PBE; grid cutoff 300 Ry, relative cutoff 40 Ry; k points Gamma only; occupations fixed; spin none; net charge 0.

Cell vectors (angstrom)
a 16.32 0 0
b 0 16.32 0
c 2.515 5.3817 34.3652

Atoms and the computed forces on them: element, x, y, z (angstrom), force x, y, z (eV/angstrom)
Si -0.048 -1.234 -2.401 0.157 -0.046 0.124
Si 3.006 2.374 -1.838 -0.178 -0.057 0.661
Si -9.082 -6.006 -6.402 0.135 -0.001 -0.065
Si -0.785 -6.86 -8.876 0.064 0.034 -0.055
Si -0.579 -6.043 0.203 0.012 -0.044 0.094
Si 2.305 -3.038 -1.661 0.19 0.345 0.392
Si -10.495 -1.879 -4.146 0.009 -0.023 0.136
Si -3.438 2.928 -5.593 0.121 0.113 0.039
Si -5.681 4.963 -5.339 -0.092 -0.021 0.059
Si -8.671 7.709 0.021 0.008 -0.044 -0.009
Si 4.681 -4.976 -1.889 0.261 0.219 0.498
Si 5.286 0.206 -2.006 -0.03 -0.252 0.658
Si -8.984 2.362 -2.551 -0.012 -0.015 0.075
Si -1.995 3.31 -2.867 0.098 -0.173 0.195
Si -7.875 8.089 -2.171 -0.246 -0.129 0.65
Si -1.252 -4.005 -5.989 -0.106 -0.051 -0.05
Si -8.468 1.406 -7.669 -0.01 -0.017 0.028
Si -2.801 -2.756 -1.9 -0.022 -0.116 0.59
Si 0.476 0.424 0.231 0.191 0.156 0.527
Si 2.202 2.126 0.287 -0.065 -0.003 0.003
Si 0.538 5.924 0.106 0.021 0.098 0.58
Si 2.28 7.563 0.224 -0.206 0.026 0.583
Si 0.364 -5.495 -1.815 -0.237 -0.122 0.558
Si 3.172 -2.164 0.29 0.009 0.038 0.028
Si 4.918 -0.501 0.183 -0.021 -0.034 0.031
Si -7.57 3.208 0.082 0.101 0.24 0.699
Si 5.912 5.987 0.108 0.217 0.121 0.577
Si -8.984 7.713 -4.947 0.097 0.057 0.045
Si 5.936 11.556 0.06 0.054 0.039 -0.003
Si -8.619 -3.074 -0.054 -0.028 -0.02 -0.076
Si -4.874 0.556 0.103 0.247 0.101 0.641
Si -3.075 2.248 0.007 -0.208 -0.126 0.542
Si -5.842 4.94 0.133 -0.308 -0.113 0.602
Si -2.308 8.639 0.106 -0.008 -0.018 -0.024
Si -5.02 -4.931 0.056 0.121 0.126 0.509
Si -3.261 -3.262 0.268 -0.043 -0.044 0.041
Si -1.354 1.363 1.376 -0.058 0.02 -0.005
Si 1.349 4.057 1.341 0.024 -0.006 0.017
Si -1.295 6.85 1.313 -0.004 -0.004 -0.037
Si 1.295 9.407 1.371 0.055 -0.007 -0.067
Si -1.451 -4.212 1.415 0.01 -0.001 -0.042
Si 1.417 -1.279 1.539 -0.039 0.017 -0.015
Si 4.001 1.242 1.491 -0.004 -0.021 -0.018
Si 6.889 4.141 1.265 0.019 -0.041 -0.09
Si 4.119 6.785 1.44 0.059 -0.004 0.018
Si 6.766 9.59 1.211 -0.019 0.01 -0.013
Si 4.183 12.368 1.446 0.014 0.009 -0.029
Si -9.577 -1.42 1.347 0.019 0.001 -0.045
Si -6.672 1.441 1.368 -0.019 -0.011 -0.08
Si -4.07 3.98 1.34 0.022 -0.004 -0.044
Si -6.883 6.744 1.292 -0.012 -0.005 -0.075
Si -4.076 -6.714 1.329 0.016 0.039 -0.014
Si -6.851 -4.028 1.263 -0.008 0.024 0.016
Si -4.099 -1.339 1.353 0.004 0.043 -0.006
Si -2.659 -0.071 2.737 -0.019 0.026 -0.046
Si -0.077 2.803 2.749 0.052 -0.056 -0.048
Si -2.711 5.446 2.604 0.016 0.001 -0.022
Si 0.006 8.107 2.837 0.003 -0.003 -0.063
Si -2.782 -5.466 2.866 0.016 0.005 -0.086
Si -0.019 -2.773 2.663 -0.009 0.02 0.014
Si 2.712 0.006 2.992 0.007 0.017 -0.051
Si 5.474 2.724 2.6 0.003 0.075 -0.005
Si 2.795 5.328 2.743 -0.044 0.039 -0.029
Si 5.399 8.294 2.701 0.048 -0.007 -0.061
Si 2.716 10.886 2.604 -0.006 -0.024 0.006
Si 5.494 -2.693 2.895 -0.02 0.024 -0.065
Si -8.148 0.022 2.593 0.02 0.002 -0.016
Si -5.372 2.71 2.837 -0.018 0.016 0.004
Si -8.161 5.442 2.777 0.015 -0.013 -0.028
Si -5.467 8.153 2.58 -0.001 0.006 -0.01
Si -8.116 -5.487 2.643 -0.016 0.024 -0.051
Si -5.554 -2.628 2.695 0.019 -0.039 -0.058
Si -1.331 -1.42 4.092 0.013 0.006 0.029
Si 1.294 1.435 4.152 0.003 0.023 -0.003
Si -1.413 4.137 4.094 -0.017 0.008 0.029
Si 1.409 6.723 4.095 -0.003 -0.008 0.022
Si -1.377 9.484 4.156 0.011 -0.006 -0.008
Si 1.362 12.212 4.023 0.021 0.01 0.025
Si 4.108 -1.369 4.241 -0.004 -0.005 0.004
Si 6.819 1.371 3.99 -0.008 -0.009 0.035
Si 4.146 4.015 4.089 -0.013 -0.031 0.035
Si -9.546 6.865 4.047 0.006 -0.011 -0.039
Si 4.039 9.582 4.073 -0.023 0.002 0.037
Si -9.454 12.187 4.097 0.006 -0.023 -0.036
Si -6.865 -1.308 4.079 -0.026 0 0.029
Si -4.024 1.302 4.116 -0.011 0.007 0.001
Si -6.781 4.089 4.122 0.003 0.001 0.015
Si -4.093 6.803 3.969 0.014 -0.008 0.026
Si -6.781 -6.827 4.024 0.025 -0.003 0.022
Si -4.166 -4.021 4.075 0.002 0.006 -0.001
Si -0.021 -0.008 5.461 0.005 0.001 -0.001
Si 2.73 2.731 5.473 0.004 0.009 0.019
Si 0 5.431 5.458 0.017 -0.009 0.014
Si 2.728 8.156 5.425 -0.01 -0.003 -0.006
Si 0.009 10.876 5.438 0.032 0.023 -0.003
Si 2.698 -2.767 5.466 -0.032 -0.026 -0.007
Si 5.489 0.048 5.464 0.013 0.032 -0.008
Si -8.164 2.71 5.42 -0.006 -0.023 -0.009
Si -10.869 5.461 5.416 0.008 0.002 -0.006
Si -8.154 8.171 5.417 0.025 0 0.015
Si -10.877 10.885 5.443 -0.018 -0.01 0.018
Si -8.153 -2.721 5.449 -0.002 0.004 0.01
Si -5.45 -0.007 5.447 0.01 0.009 0.009
Si -2.717 2.722 5.455 -0.01 -0.007 0.017
Si -5.416 5.47 5.422 0.01 0.022 0.002
Si -2.759 8.116 5.436 -0.018 -0.04 -0.009
Si -5.468 -5.441 5.419 -0.014 0.011 -0.003
Si -2.747 -2.725 5.442 -0.009 0.012 0.019
Si -1.375 1.362 12.253 -0.009 0.013 0.005
Si 1.364 4.06 12.246 0.022 -0.011 -0.007
Si -1.34 6.786 12.244 0.003 -0.009 -0.007
Si 1.35 9.517 12.246 -0.011 0.014 -0.002
Si -1.363 -4.084 12.244 -0.002 0.02 -0.002
Si 1.36 -1.374 12.231 -0.001 -0.005 0.005
Si 4.066 1.366 12.243 -0.006 0.021 -0.01
Si -9.527 4.064 12.221 -0.007 -0.01 0
Si 4.064 6.796 12.229 -0.009 0.001 0.003
Si -9.506 9.539 12.216 0.015 -0.008 -0.008
Si 4.085 -4.07 12.255 0.011 -0.02 0.012
Si 6.78 -1.336 12.237 -0.004 0.015 -0.002
Si -6.809 1.355 12.241 0.007 -0.021 -0.001
Si -4.072 4.086 12.264 -0.008 0.016 0.01
Si -6.777 6.813 12.232 -0.001 0.015 -0.003
Si -4.062 9.509 12.22 0.004 -0.02 -0.009
Si -6.807 -4.054 12.22 -0.014 0.008 -0.004
Si -4.075 -1.366 12.248 0.017 -0.012 -0.004
Si -2.724 -0.005 13.619 0 -0.021 -0.011
Si 0.001 2.705 13.615 -0.005 0.016 -0.002
Si -2.682 5.435 13.625 0.019 -0.01 0.007
Si 0.022 8.129 13.62 0.01 -0.005 -0.01
Si -2.712 -5.465 13.594 0.008 0.004 -0.013
Si -0.006 -2.714 13.598 -0.014 -0.017 -0.007
Si 2.712 -0.014 13.593 0.008 0.007 -0.006
Si 5.426 2.725 13.604 0.002 -0.01 -0.004
Si 2.727 5.416 13.606 0.004 0.001 -0.014
Si 5.429 8.186 13.541 -0.008 -0.007 -0.018
Si 2.706 10.888 13.595 0.003 -0.008 0.005
Si 5.432 -2.681 13.621 -0.006 0.019 0.011
Si -8.193 0.021 13.609 -0.005 0.018 0.002
Si -5.445 2.705 13.599 -0.006 0.003 -0.003
Si -8.154 5.432 13.543 -0.005 -0.023 -0.016
Si -5.4 8.163 13.601 -0.003 0.005 -0.01
Si -8.153 -5.411 13.581 -0.011 -0.013 -0.013
Si -5.457 -2.709 13.599 0.008 0.004 -0.005
Si -1.338 -1.345 14.977 0.012 0.046 -0.001
Si 1.335 1.306 14.96 -0.028 -0.052 0.014
Si -1.327 4.066 15.003 0.007 0.005 0.011
Si 1.379 6.75 14.99 0 -0.006 -0.004
Si -1.337 -6.821 14.96 0 0.008 0.002
Si 1.362 -4.052 14.957 -0.008 0.006 -0.008
Si 4.071 -1.315 15.006 0.02 -0.015 0.001
Si -9.558 1.376 14.99 -0.008 -0.004 -0.012
Si 4.092 4.083 14.987 0.027 0.003 0.009
Si -9.527 6.808 14.844 -0.002 0.022 -0.023
Si 4.064 9.508 14.928 0.017 0.009 0.009
Si -9.519 -4.059 14.951 0.039 -0.002 -0.007
Si -6.831 -1.339 14.953 0.009 0.007 -0.001
Si -4.108 1.335 14.979 -0.03 0.009 0.009
Si -6.827 4.071 14.924 -0.001 0.017 -0.01
Si -4.034 6.805 14.977 -0.002 0.034 -0.015
Si -6.749 9.574 14.916 0.005 0.013 -0.01
Si -4.096 -4.104 14.922 -0.035 -0.013 0.006
Si 0.012 -0.023 16.422 0.006 0.008 0.002
Si 2.723 2.643 16.271 0.034 0.01 0.007
Si 0.04 5.405 16.407 -0.001 0.007 -0.018
Si 2.8 8.076 16.316 -0.017 -0.027 -0.035
Si 0.049 -5.465 16.289 -0.008 0.006 -0.018
Si 2.665 -2.652 16.343 -0.017 0.024 -0.025
Si 5.453 0.008 16.408 -0.007 0.014 0.011
Si -8.248 2.805 16.323 -0.011 -0.01 -0.012
Si 5.49 5.504 16.287 -0.014 -0.02 -0.038
Si -8.161 8.186 16.13 0.006 -0.014 -0.009
Si 5.358 10.945 16.257 0.005 0.003 0.001
Si -8.12 -2.737 16.327 -0.014 -0.019 0
Si -5.558 0.053 16.354 -0.034 0 -0.013
Si -2.689 2.654 16.311 0.01 -0.029 -0.026
Si -5.413 5.386 16.243 0.012 0.008 0.01
Si -2.685 -8.138 16.371 0.007 -0.003 -0.001
Si -5.414 -5.425 16.365 -0.022 -0.024 -0.026
Si -2.753 -2.722 16.228 -0.025 -0.025 0.004
Si -1.377 1.327 17.77 -0.01 0.003 -0.006
Si 1.43 3.962 17.698 0.005 0.024 -0.027
Si -1.341 6.801 17.745 0.084 -0.033 -0.01
Si 1.466 -6.853 17.601 -0.039 0.021 0.065
Si -1.354 -4.065 17.542 0.03 0.015 0.056
Si 1.402 -1.327 17.857 0.01 0.033 0.031
Si 4.093 1.424 17.754 0.012 0.053 -0.021
Si -9.526 4.211 17.738 -0.024 -0.031 -0.003
Si 4.172 6.771 17.759 -0.053 -0.005 0.038
Si -9.54 9.54 17.435 0.002 -0.034 0.044
Si 3.996 -4.014 17.668 0.038 -0.02 0.026
Si 6.82 -1.437 17.698 -0.048 0.041 0.03
Si -6.979 1.459 17.717 0.045 0.007 0.005
Si -4.091 3.973 17.611 -0.012 0.021 0.004
Si -6.787 6.837 17.442 -0.048 0.026 0.039
Si -4.035 -6.758 17.751 0.031 0.013 -0.011
Si -6.756 -4.054 17.753 0.033 0.021 0.018
Si -4.168 -1.4 17.564 -0.008 -0.019 0.008
Si -2.85 -0.11 18.971 -0.022 0.052 0.061
Si 0.058 2.655 19.136 -0.008 -0.004 0.063
Si -2.765 5.361 18.959 0.02 0.031 0.02
Si 0.104 8.186 19.023 -0.357 0.246 -0.305
Si -2.64 -5.328 19.045 -0.021 -0.04 0.041
Si -0.07 -2.786 19.034 -0.006 0.018 0.021
Si 2.836 0.081 19.238 -0.02 -0.013 0.033
Si 5.034 3.231 18.994 -0.034 0.02 0.026
Si 3.233 4.891 18.922 0.266 -0.141 -0.537
Si 5.581 8.257 18.98 0.015 0.002 0.033
Si 2.75 -5.477 19.036 0.018 -0.008 -0.012
Si 5.402 -2.743 19.073 0.006 -0.011 -0.021
Si -8.278 0.002 19.086 -0.069 0.017 -0.003
Si -5.507 2.724 19.06 0.032 -0.019 0.009
Si -6.284 4.67 20.203 0.13 0.069 -0.564
Si -5.469 -8.219 18.895 0.006 -0.026 0.034
Si -8.249 -5.472 18.86 -0.007 0.006 0.046
Si -5.38 -2.683 19.148 -0.015 -0.039 0.012
Si -1.856 -1.833 20.264 0.024 0.016 -0.012
Si 1.275 1.233 20.639 0.086 0.05 -0.741
Si -1.48 3.975 20.331 0.166 0.072 -0.619
Si 2.046 6.562 21.062 -0.065 0.012 -0.101
Si -0.852 -6.332 20.205 0.152 0.152 -0.532
Si 0.857 -4.645 20.164 -0.072 0.018 0.054
Si 4.555 -1.021 20.473 0.19 0.094 -0.554
Si -6.466 -0.907 20.281 0.215 0.143 -0.44
Si -9.818 0.291 20.934 0.076 -0.044 -0.029
Si -8.908 7.442 20.248 0.05 0.057 -0.05
Si 4.681 -6.261 20.205 0.037 0.097 -0.57
Si 6.367 -4.556 20.214 0.028 -0.016 0.08
Si -3.906 -4.115 22.665 0.247 0.029 -0.622
Si -4.706 0.779 20.183 -0.157 -0.134 -0.65
Si -8.061 5.621 18.973 0.022 -0.028 0.08
Si -4.539 6.318 20.129 -0.066 -0.006 0.038
Si -7.213 -7.174 20.056 -0.25 -0.248 -0.487
Si -3.528 -3.564 20.397 0.028 0.05 0.024
Si -3.204 -2.406 25.09 -0.023 -0.029 -0.05
Si -5.289 -0.842 -2.584 -0.018 -0.09 0.117
Si -5.764 -0.013 -7.892 0.009 0.206 0.039
Si -5.94 -5.997 -5.751 -0.136 0.005 0.121
Si -6.662 -5.606 22.785 -0.043 -0.147 -0.186
Si 3.289 -2.112 23.216 0.021 0.042 -0.057
Si 1.559 2.736 23.398 0.063 -0.042 -0.173
Si 4.186 -8.051 22.533 0.045 0.139 -0.14
Si -0.892 -0.62 22.014 -0.32 -0.397 -0.457
Si -9.302 7.017 22.521 0.189 0.225 -0.696
Si -0.038 5.325 22.809 -0.044 0.007 -0.155
Si -2.434 -6.792 22.799 0.008 0.061 -0.109
Si -7.931 -2.704 -2.357 -0.226 0.055 0.759
Si -10.435 -5.134 -8.958 -0.114 -0.052 -0.02
Si -2.202 7 24.298 -0.102 0.077 -0.086
Si -10.551 -0.649 -7.013 -0.04 -0.145 -0.028
Si -2.699 -8.046 -2.187 0.032 0.157 0.703
Si -2.88 1.802 22.159 -0.027 -0.152 -0.15
Si 0.899 2.492 -4.034 -0.091 0.138 -0.031
Si 2.79 -1.062 -7.899 -0.066 -0.099 -0.016
Si -1.291 -1.112 -5.096 0.056 0.048 -0.004
Si 0.891 5.154 -5.292 0.064 -0.076 -0.02
Si -4.194 -0.087 -5.307 0.064 0.004 0.123
Si -2.36 -4.28 -8.694 0.064 0.09 0.034
Si -6.241 7.575 -6.537 -0.035 0.059 -0.105
Si -2.163 -5.251 -3.519 0.082 -0.142 0.12
Si -8.347 3.373 -5.353 -0.021 0.101 0.061
Si 3.326 -7.07 -5.237 0.028 0.077 -0.018
Si -3.917 2.999 24.8 -0.157 -0.125 -0.001
Si 4.837 -4.263 24.661 -0.048 -0.05 -0.13
Si -8.163 4.154 22.421 0.236 0.115 -0.178
Si -0.848 3.486 -7.348 0.071 -0.085 0.065
Si -9.383 -4.062 22.449 -0.161 -0.193 -0.643
Si -6.74 8.066 23.898 -0.054 0.002 -0.082
Si -4.322 7.285 22.212 -0.003 -0.303 -0.509
Si 5.305 -4.711 -4.727 -0.03 -0.069 0.08
Si -5.317 -4.803 -8.325 0.039 -0.143 0.074
Si -5.23 6.33 -2.559 0.059 -0.031 0.115
Si 2.792 -7.304 -2.278 -0.065 0.029 0.082
Si 2.547 -6.413 24.335 0.004 0.094 -0.072
Si 4.982 4.544 -2.445 0.058 0.021 0.045
Si 3.027 -4.007 -8.321 -0.03 0.11 0.03
Si -10.378 2.578 21.111 -0.159 -0.481 -0.548
Si -0.397 -2.816 24.217 -0.013 -0.036 -0.143
Si 1.209 -4.424 22.423 -0.12 -0.078 -0.602
Si -6.449 -5.442 -2.716 0.265 0.092 0.149
Si -6.906 3 24.963 -0.004 0.086 -0.037
Si 4.585 3.102 23.899 0.048 -0.037 -0.055
Si -8.527 -1.008 22.517 -0.223 0.37 -0.449
Si 1.088 -5.934 -6.828 -0.086 0.024 0.033
Si -10.799 5.214 -5.364 0.026 -0.098 0.086
Si 0.463 0.781 -6.613 0.052 0.047 -0.001
Si -0.696 6.008 -2.74 0.121 0.017 0.11
Si 3.299 6.595 -6.714 -0.063 -0.005 0.044
Si -1.37 1.358 6.821 0.002 0.002 0.002
Si 1.363 4.086 6.822 0.002 0.006 0.008
Si -1.372 6.789 6.802 -0.005 0.004 0.005
Si 1.365 9.509 6.793 -0.01 -0.016 0.01
Si -1.367 -4.084 6.791 -0.002 -0.005 0.008
Si 1.35 -1.372 6.805 0.019 0.005 0.011
Si 4.09 1.368 6.819 0.007 0.001 0.014
Si -9.512 4.091 6.779 0.009 0.002 0.001
Si 4.089 6.805 6.793 -0.009 0.003 0.005
Si -9.519 9.516 6.793 -0.013 0.006 0.007
Si 4.08 -4.095 6.818 0.003 0.002 0.014
Si -9.505 -1.352 6.806 -0.011 -0.021 0.013
Si -6.803 1.366 6.797 -0.004 -0.002 0.005
Si -4.083 4.088 6.797 -0.002 -0.012 0.003
Si -6.791 6.815 6.784 -0.001 0 0.01
Si -4.097 -6.804 6.778 0.016 0.016 0
Si -6.8 -4.082 6.805 0.002 0.002 0.001
Si -4.091 -1.362 6.812 -0.001 -0.004 0.009
Si -2.738 0.005 8.176 -0.016 0.019 -0.001
Si 0.006 2.71 8.171 0.023 -0.03 0
Si -2.714 5.425 8.166 0.016 -0.009 -0.006
Si -0.009 8.16 8.151 -0.011 0.012 0.001
Si -2.724 -5.454 8.145 0.004 -0.021 0.004
Si -0.016 -2.722 8.166 -0.008 0.015 -0.006
Si 2.721 -0.011 8.158 0.01 -0.028 0.013
Si -10.876 2.744 8.157 -0.018 0.015 -0.004
Si 2.72 5.457 8.162 -0.016 0.016 0.002
Si -10.87 8.157 8.162 0.016 -0.012 0.003
Si 2.722 -5.461 8.167 0.017 -0.015 -0.003
Si -10.888 -2.704 8.154 -0.021 0.018 0.01
Si -8.147 0 8.165 0.018 -0.009 -0.005
Si -5.448 2.731 8.157 -0.009 0.017 0.003
Si -8.146 5.443 8.146 0.008 -0.011 0.003
Si -5.443 -8.151 8.159 -0.014 0.013 0.002
Si -8.171 -5.432 8.158 -0.008 0.02 0.003
Si -5.438 -2.731 8.169 0.015 -0.022 0.005
Si -1.37 -1.358 9.529 0.003 -0.004 0.003
Si 1.361 1.347 9.523 -0.004 0.015 0.002
Si -1.356 4.07 9.53 -0.01 0.007 -0.004
Si 1.351 6.805 9.517 0.003 0.002 0
Si -1.362 9.516 9.513 0.006 0.003 -0.007
Si 1.356 -4.091 9.515 0.009 -0.014 0.001
Si 4.075 -1.359 9.524 0.004 -0.001 0.008
Si -9.521 1.365 9.507 0.003 -0.003 -0.005
Si -12.244 4.09 9.517 0.004 0.003 0.005
Si -9.509 6.796 9.517 0.001 -0.005 0
Si -12.234 9.514 9.529 -0.012 0.001 0.01
Si -9.528 -4.063 9.512 -0.007 -0.009 -0.006
Si -6.794 -1.359 9.524 0.002 0.004 0.001
Si -4.094 1.37 9.53 -0.004 -0.004 0.005
Si -6.797 4.088 9.524 0.005 -0.006 0
Si -4.073 6.798 9.511 0.006 -0.002 -0.005
Si -6.801 -6.789 9.514 0.001 -0.008 0.002
Si -4.074 -4.091 9.517 0.003 0.014 -0.007
Si -0.007 0 10.891 0.003 -0.009 0.004
Si 2.719 2.718 10.871 0 -0.01 -0.001
Si 0.011 5.428 10.883 0.002 0.001 -0.002
Si 2.708 8.161 10.879 0.004 -0.005 0
Si -0.007 10.875 10.88 -0.018 -0.01 0.006
Si 2.72 -2.732 10.875 -0.007 0.007 0
Si 5.428 0.017 10.872 -0.011 -0.005 0.004
Si -8.159 2.714 10.869 0 0.012 0
Si -10.882 5.441 10.875 0.002 -0.004 0.006
Si -8.148 8.165 10.872 -0.003 0.002 -0.003
Si -10.88 10.898 10.877 0.015 0.015 -0.003
Si -8.175 -2.699 10.875 0.005 -0.005 -0.002
Si -5.44 -0.004 10.891 -0.001 0.007 0.007
Si -2.727 2.724 10.891 0.008 -0.01 -0.001
Si -5.424 5.443 10.883 0.001 0.005 -0.001
Si -2.704 8.144 10.874 -0.001 0.007 -0.004
Si -5.439 -5.437 10.882 0.005 -0.001 0.007
Si -2.723 -2.728 10.883 -0.005 -0.013 0.002
O -0.759 -0.248 -6.349 -0.168 -0.183 -0.243
O 1.785 2.145 21.901 0.298 0.559 -0.002
O -5.358 -7.496 -5.993 0.651 -0.057 0.269
O -7.971 3.376 23.81 -0.152 -0.283 0.368
O -10.732 -5.236 -3.214 0.229 -0.039 0.072
O -7.848 2.717 -1.464 0.393 -0.082 -0.333
O 5.386 5.721 -1.426 -0.06 0.34 -0.325
O -7.044 -1.185 21.821 0.524 -0.301 0.158
O -5.385 0.274 -1.427 -0.249 0.343 -0.323
O -2.534 2.562 -1.531 -0.127 -0.068 -0.395
O -2.298 3.338 -6.657 -0.188 -0.058 -0.298
O 1.1 7.28 19.975 0.08 0.259 0.025
O 2.643 5.194 20.436 0.312 -0.348 0.359
O 4.18 -5.689 -5.372 -0.153 0.161 -0.434
O -2.414 2.802 20.982 -0.362 0.037 -0.161
O 1.218 6.247 22.396 0.058 0.225 0.422
O 4.541 -6.647 21.804 0.01 0.301 0.436
O -1.182 -6.703 21.78 0.215 -0.217 0.363
O -6.715 4.51 21.794 0.091 -0.036 0.611
O -5.86 7.416 22.704 -0.314 -0.155 -0.089
O -4.272 1.102 21.738 -0.442 -0.006 0.477
O -6.683 -6.489 21.442 0.277 -0.279 0.068
O -7.241 4.541 -5.186 -0.255 0.267 0.028
O 4.021 -1.405 21.982 0.134 0.11 0.232
O -5.43 -4.595 22.793 -0.108 0.34 0.326
O 2.697 7.7 -1.368 0.347 -0.67 -0.445
O -0.896 6.157 23.878 0.298 0.081 0.33
O 1.957 6.18 -5.913 -0.203 0.215 0.167
O -5.34 -5.252 -1.542 -0.032 0.069 -0.317
O -10.819 7.427 22.925 -0.199 -0.434 0.255
O -3.145 2.69 23.441 0.085 0.222 0.205
O -7.979 -4.716 22.884 0.07 0.071 0.365
O 4.806 5.132 -3.925 -0.576 0.082 -0.08
O -6.857 1.401 25.062 0.446 -0.202 -0.047
O -3.76 -2.802 23.621 -0.246 0.367 -0.073
O -1.262 -2.232 -1.991 0.188 -0.102 -0.074
O -3.942 -1.703 -2.364 0.033 -0.059 -0.254
O -3.94 -4.237 -8.938 -0.07 0.366 -0.561
O 3.618 -5.304 24.809 0.035 0.136 0.559
O 1.561 3.874 -4.567 0.641 0.195 -0.091
O -5.109 -0.566 -6.535 -0.032 -0.469 0.252
O -0.508 -1.426 23.372 0.158 0.319 0.173
O 3.575 3.884 -2.013 -0.372 0.14 0.058
O 1.799 -6.686 -5.602 -0.559 -0.058 0.501
O 3.063 6.74 -8.289 0.234 0.121 -0.038
O 5.006 -0.98 -3.077 -0.348 -0.185 -0.195
O -5.049 1.313 -8.511 -0.068 0.189 0.169
O 3.375 -7.642 -3.732 0.087 -0.618 -0.133
O -2.779 -6.676 -3.066 -0.263 0.095 -0.296
O 5.199 4.288 24.834 -0.053 0.381 -0.266
O -3 -4.05 -2.85 -0.709 -0.268 -0.065
O -0.539 -0.54 -3.775 -0.006 0.578 -0.034
O 2.47 -1.029 24.108 0.316 0.53 -0.252
O -7.938 2.516 -6.639 0.556 -0.014 -0.06
O -9.565 0.87 -2.276 0.351 -0.253 -0.077
O -8.294 7.774 23.555 -0.197 0.164 0.32
O -2.928 -5.307 23.215 0.241 0.017 0.211
O -9.694 -4.712 -5.657 0.409 0.608 -0.25
O -1.38 7.463 -2.668 0.469 0.366 -0.009
O -0.896 -2.674 -5.155 0.207 -0.165 0.449
O -3.679 -7.534 22.047 -0.107 0.322 -0.277
O 1.397 -1.994 -2.554 0.165 0.08 -0.51
O 0.349 5.761 -1.525 0.226 -0.341 -0.356
O -7.358 -6.71 -2.338 -0.068 0.088 0.081
O 0.264 -7.045 -7.671 0.032 -0.436 -0.018
O 2.981 3.231 23.962 -0.078 0.291 0.269
O 1.257 -4.233 -1.33 -0.056 0.073 0.302
O -2.903 -1.024 -5.042 -0.162 -0.523 0.117
O 4.314 -2.791 24.257 0.226 0.18 0.629
O 3.793 -6.284 -1.52 0.022 -0.244 0.387
O 1.326 -6.651 -2.415 -0.201 -0.169 -0.24
O -8.337 -0.52 24.053 -0.024 0.024 0.136
O 3.338 -7.741 23.86 0.05 -0.48 0.381
O -5.431 3.495 24.556 -0.22 0.225 -0.2
O 4.923 -3.144 -4.612 -0.527 -0.046 0.186
O -5.129 5.49 -3.921 0.456 -0.277 -0.024
O -1.688 -2.975 25.157 0.136 -0.197 0.436
O -9.847 3.936 -5.599 -0.095 -0.406 -0.012
O -0.628 -5.119 -3.029 0.248 0.394 -0.332
O -9.27 -2.451 22.611 -0.316 0.163 0.272
O -5.177 5.286 -1.33 0.341 -0.174 -0.282
O 5.092 1.683 24.512 -0.108 -0.44 -0.34
O 3.623 -3.772 -2.304 0.327 -0.036 -0.256
O 1.702 -5.813 23.095 -0.404 -0.422 -0.168
O -9.088 5.429 22.74 -0.509 -0.072 0.205
O -3.445 6.527 23.357 -0.171 -0.366 0.209
O -1.986 -3.485 -7.336 -0.178 0.183 0.101
O -0.963 4.102 -8.835 -0.497 0.042 -0.129
O 0.102 -0.073 -1.289 -0.282 0.033 -0.217
O -3.216 -0.806 25.304 -0.326 0.06 -0.357
O 2.311 -3.253 22.632 -0.253 0.013 -0.166
O -0.597 2.722 -3.448 -0.139 -0.202 -0.209
O 0.018 5.927 -4.178 -0.015 0.414 -0.214
O -10.168 3.441 -2.41 0.183 -0.034 0.391
O 4.197 -0.501 -7.346 -0.257 0.19 0.363
O 0.125 -4.761 -6.317 0.213 0.112 0.048
O -6.453 -3.694 -8.615 -0.195 -0.25 0.239
O -9.871 6.501 -5.43 0.024 0.091 -0.091
O -4.036 7.41 -2.474 -0.143 0.094 -0.111
O 5.043 3.142 22.355 -0.128 0.239 0.035
O 0.97 1.398 -5.211 0.357 -0.348 0.065
O -1.842 4.885 -2.549 -0.241 0.061 0.016
O -9.889 -1.736 -8.006 -0.003 -0.172 0.224
O -1.771 0.673 22.452 -0.135 0.308 0.357
O 0.94 1.627 24.38 0.34 -0.091 -0.141
O -6.591 7.835 -8.101 -0.417 -0.289 -0.028
O -7.342 0.255 -7.702 -0.415 -0.529 0.143
O -8.895 3.255 21.29 0.469 -0.185 -0.477
O 0.912 -2.837 25.18 0.327 -0.622 0.5
O -9.674 -6.109 -7.906 0.263 -0.56 -0.072
O -0.201 -4.011 23.146 -0.525 -0.061 0.062
O -9.113 -2.299 -3.396 -0.089 0.063 -0.159
O -7.475 -5.943 -6.298 0.03 -0.002 -0.345
O -6.633 7.101 -2.467 0.029 -0.008 -0.174
O -6.653 -1.711 -2.52 -0.02 0.133 -0.051
O -5.5 6.157 -6.415 0.426 -0.09 -0.389
O -2.002 -7.719 24.063 0.261 0.235 0.586
O -3.062 3.189 -4.052 -0.418 -0.035 0.234
O -10.455 -4.684 23.494 0.007 -0.326 -0.177
O -5.783 -5.619 -4.188 0.506 -0.024 -0.038
O -0.905 4.97 21.492 0.022 0.405 -0.089
O 4.587 -4.427 -8.288 0.08 0.1 0.409
O -2.181 -5.02 -5.122 -0.462 -0.316 -0.362
O -8.964 7.79 -3.335 -0.451 0.023 0.104
O 2.708 -2.647 -7.464 -0.069 -0.037 0.537
O 0.509 3.952 23.43 -0.082 -0.097 0.585
O -7.434 -4.177 -2.791 -0.34 -0.131 -0.23
O 2.198 -5.263 -7.778 0.191 -0.306 -0.27
O -6.535 -6.652 24.009 0.237 0.104 0.596
O -0.088 2.047 -7.469 0.075 -0.108 -0.44
O -6.195 7.438 25.257 0.062 -0.087 0.048
O -9.881 0.797 -7.216 -0.262 0.191 -0.12
O 3.304 7.478 21.442 0.037 -0.136 -0.243
O -0.03 4.564 -6.472 -0.035 0.296 -0.262
O 0.45 -0.025 21.295 0.293 -0.355 -0.307
O -5.561 -1.198 -8.943 0.543 -0.142 -0.312
O 1.804 1.988 -2.826 -0.401 -0.198 -0.159
O -5.138 -0.091 -4 -0.255 0.332 -0.222
O -5.128 -4.996 -6.724 0.431 0.319 0.355
O -1.891 -5.793 -8.424 -0.181 0.034 0.207
O 4.388 5.414 -6.489 0.197 -0.389 -0.543
O -8.349 2.442 -4.029 0.011 -0.211 -0.126
O -4.806 3.727 -5.877 -0.039 -0.368 -0.222
O -9.617 -7.266 -5.558 -0.544 0.028 -0.037
O 1.635 -0.083 -7.325 0.097 0.374 -0.222
O 4.188 1.354 -2.249 -0.033 0.143 -0.477
O -3.67 1.358 -5.731 0.036 -0.006 -0.387
O -7.52 7.515 -5.569 0.121 -0.105 0.079
O 3.824 8.042 -6.19 0.366 0.086 -0.192
O -10.224 -1.036 -5.484 0.535 0.151 -0.1

Results
total energy: -104288.208 eV
total energy less fixed offsets of O -438.25, Si -107.07 eV per atom: -5.508 eV
